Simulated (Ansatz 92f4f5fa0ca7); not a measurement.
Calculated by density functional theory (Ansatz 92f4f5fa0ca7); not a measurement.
Periodic cell of 223 atoms, Si131O90As2, from a study of silicon, its oxide and their interface. The atomic structure is a simulated model.

Settings
functional: PBE
potential files: Ansatz PAW
basis: plane waves
wave-function cutoff: 700 eV
density cutoff ratio: 5
exchange-correlation grid ratio: 1
k mesh: 2 x 2 x 1, shifted by 0.5 0.5 0.5 of a step
self-consistency stop: 5e-08 eV per atom in the density residual
occupations: fixed
spin: none
net charge: 0

Cell vectors (angstrom)
a  10.938  0  0
b  0  10.938  0
c  0  0  32.1988

Atoms: element, x, y, z (angstrom)
Si  10.5662  0.1942  24.8806
Si  5.7181  10.6466  24.7599
Si  2.4547  2.8869  24.6616
Si  8.4043  2.431  24.8369
Si  0.2526  5.1373  24.7732
Si  5.1266  5.715  24.7158
Si  2.9142  7.9747  24.6171
Si  7.9182  8.4037  24.7414
Si  1.3087  1.3549  26.0518
Si  6.8261  1.2839  26.1297
Si  4.0199  4.0779  26.0095
Si  9.5836  4.0339  26.0942
Si  1.3762  6.8023  26.0121
Si  6.7495  6.8245  26.0373
Si  4.0821  9.5084  26.0116
Si  9.4447  9.5414  26.1562
Si  2.7196  -0.0234  27.3588
Si  8.1485  -0.0366  27.5584
Si  -0.0061  2.7007  27.4939
Si  5.4325  2.7289  27.3752
Si  2.7108  5.4504  27.4393
Si  8.1764  5.4566  27.3672
Si  -0.0152  8.1693  27.382
Si  5.4267  8.1805  27.4549
Si  4.0749  1.3555  28.7521
Si  9.5622  1.3423  28.8451
Si  1.3492  4.0987  28.8164
Si  6.8206  4.0882  28.7519
Si  4.0814  6.8066  28.8086
Si  9.5505  6.8157  28.7582
Si  1.3602  9.5497  28.7482
Si  6.7755  9.5365  28.853
Si  0.0159  -0.022  30.1562
Si  5.4408  0.013  30.1619
Si  2.7336  2.7313  30.1483
Si  8.1927  2.7406  30.1526
Si  -0.0142  5.4745  30.1535
Si  5.4751  5.4571  30.1495
Si  2.7255  8.2026  30.1461
Si  8.2025  8.1891  30.1544
Si  1.3673  1.3673  31.515
Si  6.8362  1.3673  31.515
Si  4.1018  4.1018  31.515
Si  9.5708  4.1018  31.515
Si  1.3673  6.8362  31.515
Si  6.8362  6.8362  31.515
Si  4.1018  9.5708  31.515
Si  9.5708  9.5708  31.515
Si  2.7345  0  0.6835
Si  8.2035  0  0.6835
Si  0  2.7345  0.6835
Si  5.469  2.7345  0.6835
Si  2.7345  5.469  0.6835
Si  8.2035  5.469  0.6835
Si  0  8.2035  0.6835
Si  5.469  8.2035  0.6835
Si  4.1183  1.3638  2.052
Si  9.5609  1.378  2.0478
Si  1.3664  4.1201  2.0451
Si  6.831  4.1202  2.041
Si  4.1046  6.8353  2.0633
Si  9.583  6.8327  2.0464
Si  1.4079  9.5396  2.032
Si  6.8251  9.5923  2.0468
Si  0.0408  -0.0131  3.3238
Si  5.4913  0.0258  3.4623
Si  2.7861  2.7891  3.3738
Si  8.2133  2.794  3.4146
Si  0.0333  5.503  3.4401
Si  5.484  5.4799  3.424
Si  2.7916  8.2292  3.4629
Si  8.2035  8.2167  3.3654
Si  1.4087  1.375  4.6245
Si  6.8508  1.456  4.794
Si  4.1582  4.0917  4.8206
Si  9.5685  4.1576  4.7988
Si  1.4329  6.8448  4.8222
Si  6.8301  6.8929  4.7519
Si  4.1635  9.5899  4.8807
Si  9.6376  9.5491  4.664
Si  2.7311  0.0951  6.0949
As  8.2224  -0.0422  6.0354
Si  0.0325  2.6827  5.9898
Si  5.4673  2.716  6.3132
Si  2.8109  5.4804  6.1994
Si  8.1491  5.5291  6.1377
Si  -0.0048  8.1805  6.1343
Si  5.551  8.2086  6.2511
Si  3.7949  1.5727  7.6353
Si  9.8159  1.1565  7.3435
Si  1.5938  3.7984  7.3052
Si  6.6152  4.409  7.5334
Si  4.3961  6.6501  7.5645
Si  9.2963  7.0973  7.467
Si  1.0989  9.8941  7.2986
As  6.921  9.4262  8.0224
O  8.4606  8.4609  7.8063
O  2.6877  2.7575  7.9974
O  9.5098  1.3259  24.2788
O  4.0353  6.8376  24.1457
O  -0.0482  0.0203  7.8702
O  5.4844  5.501  8.0753
O  6.8335  9.5437  24.2113
O  1.3521  4.0358  24.1863
O  3.8144  7.4395  8.9135
O  0.6141  4.3705  8.4873
O  9.7442  6.3096  8.8674
O  1.9496  9.3629  8.5962
O  7.421  3.8616  8.8708
O  4.2195  0.8701  9.0843
O  6.6546  8.574  9.634
O  9.0659  1.776  8.6641
O  7.6685  3.0971  23.533
O  10.464  5.7986  23.4649
O  5.0589  0.3944  23.4264
O  5.8134  5.0318  23.3898
O  3.0688  2.1666  23.3005
O  2.2716  8.6728  23.2469
O  8.5855  7.7105  23.4019
O  0.207  10.285  23.6178
Si  4.3449  1.5175  22.4924
Si  3.3781  7.8003  14.2021
Si  7.0558  0.8683  14.7047
Si  0.9135  9.2996  22.5526
Si  1.0902  4.1726  11.8697
Si  6.1973  8.8696  15.3814
Si  0.6084  1.2344  12.3722
Si  8.5793  4.8827  20.5527
Si  0.2321  5.6852  9.3542
Si  5.0392  3.0217  17.9836
Si  0.8255  3.6413  16.7972
Si  10.3232  2.7537  19.2741
Si  5.2323  1.0486  10.3843
Si  0.8303  0.0992  19.8824
Si  6.5322  9.1785  11.1335
Si  9.2548  9.5829  18.4159
Si  9.3065  9.0666  12.6835
Si  6.5201  3.7887  22.614
Si  2.3706  8.0277  9.4094
Si  10.5231  7.2587  17.2291
Si  2.4124  6.2223  16.7639
Si  10.1286  4.373  14.2151
Si  6.077  9.0947  18.5843
Si  7.9011  2.4721  9.5733
Si  8.8196  2.0206  12.4811
Si  5.2963  6.144  18.1441
Si  3.8586  0.4678  19.5144
Si  4.1717  3.6687  12.1173
Si  5.41  6.3808  12.4713
Si  7.9543  2.3958  17.2494
Si  4.2676  2.3478  15.041
Si  1.4867  1.0929  15.3315
Si  1.4927  9.2693  12.1205
Si  7.974  6.6927  13.9776
Si  10.3165  9.7049  15.5943
Si  9.7743  6.9622  22.5678
Si  8.0502  5.3798  17.457
O  5.8438  7.8721  11.8913
O  5.9799  9.1151  16.9654
O  7.593  1.2775  13.2236
O  0.8711  1.6444  13.9296
O  9.3892  6.135  16.9583
O  6.6719  5.9183  13.3951
O  5.1012  4.55  18.6652
O  9.1517  2.0511  18.3282
O  2.3053  0.0193  19.1072
O  9.3261  10.1136  16.8504
O  2.7017  4.2532  11.6861
O  4.9892  10.2216  19.164
O  9.35  3.1491  13.5006
O  0.3904  1.6823  19.9992
O  3.1092  1.1797  15.1594
O  8.0984  5.2848  19.0684
O  3.825  6.4969  17.5298
O  4.4655  3.182  16.4451
O  9.043  5.5592  14.4226
O  5.4057  2.7036  22.1472
O  10.641  3.9936  15.6963
O  0.2477  3.7721  18.3173
O  10.3723  10.4186  19.2722
O  9.5668  9.8332  14.1408
O  10.8759  8.0698  22.1148
O  1.1734  2.0641  16.5974
O  9.666  3.6623  20.4655
O  8.0779  3.9296  16.7277
O  -0.1209  8.9399  12.0141
O  6.5143  2.2972  18.0116
O  5.5334  10.5416  11.1474
O  7.6707  9.5304  18.9416
O  9.961  0.8688  12.1752
O  1.3235  6.8442  9.084
O  0.5493  4.6617  13.3369
O  5.6727  7.5256  19.0511
O  5.1475  4.9362  11.6885
O  2.5372  7.0182  15.3557
O  0.7961  2.5975  11.5025
O  0.7749  10.5857  15.6272
O  2.3306  8.4694  10.9693
O  4.6487  2.2705  11.3452
O  4.0756  3.3382  13.7392
O  2.1177  4.6198  16.5838
O  10.6891  8.1388  15.8564
O  6.8257  10.2058  14.7149
O  2.2854  8.81  13.4877
O  8.0011  1.4181  15.9344
O  3.9674  6.6569  13.1959
O  4.1229  1.9198  18.7816
O  7.2353  4.379  21.2983
O  8.4227  2.7613  11.0849
O  1.0953  6.7542  17.597
O  5.6121  1.5254  14.8307
O  8.0201  9.6263  11.7799
O  9.1781  6.221  21.2556
O  8.8449  7.5268  12.9023
O  1.57  -0.0233  11.9568
O  6.5846  6.0508  17.1136
O  7.3434  7.721  15.101
O  1.1843  10.2372  21.2603
O  9.8974  8.0845  18.4799
O  3.885  0.7734  21.1257
O  0.2653  5.191  10.8929
O  6.6464  1.4561  9.6821
O  4.6975  8.5884  14.7781

Results
free energy: -144192.683 eV
free energy less fixed offsets of As -4857.07, O -569.03, Si -635.61 eV per atom: -0.933 eV

Forces (eV/angstrom), in the order of the atoms: element, x, y, z
Si  -0.0198  0.0107  -0.0379
Si  0.0199  -0.0089  -0.0427
Si  -0.0119  0.0119  -0.0375
Si  0.0152  -0.0156  -0.0378
Si  0.0089  -0.0195  -0.0396
Si  -0.013  0.012  -0.0431
Si  0.0135  -0.0119  -0.0445
Si  -0.0045  0.0191  -0.0367
Si  0.0004  0.0098  0.0049
Si  0.0048  -0.0087  -0.0014
Si  0.0028  0.003  0.0085
Si  0.0027  -0.0049  0.0037
Si  0.0052  0.0045  0.0129
Si  0.0062  0.0103  0.0135
Si  -0.0018  -0.002  0.0091
Si  -0.0106  0.0006  -0.0044
Si  0.004  -0.0012  0.0038
Si  -0.0003  -0.0017  -0.0027
Si  0.0037  0.0045  -0.0068
Si  -0.0083  0.008  -0.0027
Si  0.0055  0.0014  -0.0064
Si  0.0002  0.0009  -0.004
Si  0.0071  -0.0091  -0.0047
Si  0.0018  0.007  -0.0053
Si  -0.0028  -0.0071  -0.0138
Si  -0.0011  0.0041  -0.022
Si  -0.0017  -0.0034  -0.0165
Si  -0.0017  -0.0037  -0.0115
Si  -0.0036  0.0007  -0.0137
Si  -0.0011  -0.0055  -0.0119
Si  -0.0007  -0.0052  -0.0136
Si  -0.0065  -0.0056  -0.0147
Si  0.0076  -0.0097  0.0023
Si  -0.0117  0.0156  -0.0073
Si  0.0155  -0.012  0.0009
Si  -0.0137  0.0099  -0.0023
Si  -0.0105  0.0101  -0.0021
Si  0.006  -0.0061  -0.0017
Si  -0.0066  0.0097  -0.0023
Si  0.0141  -0.0122  -0.0039
Si  0.0522  -0.0639  0.057
Si  -0.0637  0.0681  0.0139
Si  0.0414  -0.0993  0.0396
Si  -0.0882  0.0464  0.0426
Si  -0.0985  0.0467  -0.016
Si  0.0785  -0.0886  0.0774
Si  -0.1634  0.0318  0.047
Si  0.0453  -0.0875  0.0602
Si  0.1494  -0.0313  -0.0309
Si  -0.0622  0.1016  -0.0789
Si  -0.0313  0.0445  -0.0037
Si  0.0844  -0.0313  -0.01
Si  -0.0324  0.1579  -0.0547
Si  0.0592  0.0115  -0.0464
Si  0.1025  -0.1184  -0.0584
Si  -0.0488  0.0258  0.0298
Si  0.0098  -0.0113  0.0027
Si  -0.0042  0.0156  -0.0034
Si  -0.005  0.009  0.0009
Si  0.0153  -0.0075  -0.0114
Si  -0.0089  0.0017  -0.0135
Si  0.0059  -0.0073  0.0041
Si  0.0069  -0.0012  -0.0056
Si  -0.0069  0.0084  -0.005
Si  0.0011  -0.0249  -0.0014
Si  -0.0158  -0.0099  0.0097
Si  0.0029  -0.002  0.0232
Si  -0.0087  0.011  -0.0025
Si  -0.0109  -0.0131  0.015
Si  -0.019  -0.0198  0.0011
Si  -0.014  -0.0033  0.0147
Si  -0.0022  -0.0015  0.0209
Si  0.0091  -0.0118  0.0138
Si  -0.0263  0.0333  0.0214
Si  0.0005  -0.006  -0.0003
Si  -0.0196  -0.0013  0.0103
Si  -0.0094  -0.0035  -0.0106
Si  0.0191  -0.0125  0.0231
Si  -0.0066  -0.0086  0.0065
Si  0.0487  -0.0183  0.0165
Si  0.0095  0.0193  0.0016
As  -0.1153  -0.0987  -0.005
Si  0.0115  -0.0128  0.0067
Si  0.0096  0.0102  -0.0242
Si  0.0055  -0.0032  0.0305
Si  0.0205  0.0094  -0.0076
Si  -0.0057  0.0315  -0.0278
Si  0.0909  0.0862  -0.0474
Si  -0.0334  0.0006  0.0255
Si  0.0272  0.0179  0.0377
Si  0.0095  -0.0012  0.0145
Si  0.003  0.0353  0.031
Si  -0.015  -0.0443  0.0596
Si  -0.0387  0.0185  0.0301
Si  -0.0123  0.0319  0.029
As  0.0542  0.0406  -0.0474
O  0.0009  -0.0328  0.0493
O  -0.0004  -0.0135  0.0182
O  -0.0038  -0.0024  -0.0182
O  -0.0033  0.0039  -0.0144
O  0.013  -0.0206  0.0259
O  -0.0086  0.007  0.0216
O  -0.005  -0.0038  -0.017
O  -0.0015  -0.0074  -0.0174
O  0.0047  -0.0035  -0.0134
O  0.0102  0.0161  -0.006
O  0.0165  0.0065  -0.013
O  -0.0146  -0.0195  -0.004
O  -0.0169  -0.0215  -0.0056
O  0  0.0263  -0.0067
O  -0.0124  -0.0193  0.0276
O  -0.0103  0.0159  0.0114
O  -0.0079  0.0019  0.0034
O  0.002  0.0125  0.0053
O  0.0019  0.0068  0.0074
O  -0.0028  -0.008  0.0117
O  0.0142  0.0039  0.0097
O  -0.0119  -0.0096  0.0146
O  0.009  0.0012  0.0101
O  0.0045  0.0012  0.0086
Si  0.0015  0.0023  -0.0009
Si  -0.0046  0.0004  0.0038
Si  0.0045  -0.0045  0.0009
Si  -0.0039  0.0022  -0.0002
Si  -0.0019  0.0035  0.0002
Si  0.0015  0.0007  0.0013
Si  0.0017  -0.0023  -0.003
Si  -0.0008  -0.0003  0.0021
Si  0.0045  0.0059  0.0002
Si  -0.003  -0.0006  -0.0007
Si  0  0.0024  0.0048
Si  0.0031  0.0001  0.0083
Si  0.0033  0.0029  0.0018
Si  0.0009  0.0064  0.0083
Si  0.006  0.002  0.0091
Si  0.0031  -0.0006  -0.0012
Si  -0.0025  0.002  0.0025
Si  0.0004  -0.0038  -0.001
Si  -0.0072  -0.0026  0.0015
Si  -0.0052  0.0056  0.0018
Si  -0.0011  0.0008  0
Si  -0.0026  0.0011  0.007
Si  0.0025  -0.0052  -0.0034
Si  0.0062  -0.0048  -0.0022
Si  0.0004  -0.003  -0.0002
Si  0.0021  0.0014  0.0049
Si  -0.0087  0.0036  0.0123
Si  -0.0048  0.0059  0.0057
Si  0.0008  0.0006  0.0068
Si  0.0029  -0.0042  0.0009
Si  -0.0025  0.0027  0.0027
Si  0.0001  -0.0036  0.0075
Si  0.0049  -0.001  0.0034
Si  0.0005  -0.0048  0.0081
Si  -0.001  0.001  0.0006
Si  0.0027  0.0004  -0.0032
Si  -0.0018  -0.006  0.0047
O  -0.0065  -0.0119  0.0174
O  0.0083  -0.0061  0.0073
O  0.0137  0.0036  0.0052
O  0.0086  -0.0193  -0.0061
O  -0.0015  0.0035  -0.0015
O  0.0156  0.019  0.0037
O  -0.0021  -0.0068  -0.0149
O  -0.0057  0.0279  -0.006
O  0.0137  0.0061  0.0074
O  0.0186  -0.0178  0.0118
O  -0.002  0  0.0121
O  -0.0035  -0.0008  -0.0098
O  0.0041  0.0044  -0.0123
O  -0.0018  0.0136  -0.0139
O  0.003  0.0214  -0.0051
O  0.0104  -0.0085  -0.011
O  -0.012  -0.0065  -0.0084
O  0.0069  -0.0164  0.0123
O  -0.0016  -0.0117  -0.0059
O  -0.0026  -0.0053  0.0166
O  0.0161  -0.0069  0.0016
O  -0.0072  -0.0166  -0.0131
O  0.0027  -0.0075  -0.0053
O  0.0155  -0.0233  0.0067
O  -0.0007  0.0023  0.0183
O  -0.0045  0.0067  -0.0195
O  -0.0156  0.0095  -0.0252
O  -0.003  -0.0123  0.0245
O  0.0143  0.0019  0.0045
O  0.0045  0.0137  -0.0176
O  0.0042  -0.0073  -0.0085
O  0.0005  0.0066  -0.0105
O  0.0023  0.0386  0.0127
O  -0.0018  -0.007  0.0224
O  -0.0042  -0.0189  -0.0037
O  -0.008  0.0012  -0.0134
O  -0.0084  -0.0072  -0.0097
O  0.0082  -0.003  0.005
O  -0.0054  0.0052  0.0145
O  -0.0182  0.0038  -0.0112
O  -0.0123  0.002  -0.0086
O  0.0102  0.0038  -0.0051
O  0.0021  -0.017  -0.0107
O  -0.0145  0.0021  0.0045
O  -0.011  0.0143  0.0175
O  -0.0094  0.0024  0.0079
O  0.0065  -0.0032  -0.0021
O  -0.0188  0.0118  0.0006
O  0.0027  0.017  0.005
O  0.0106  -0.0025  -0.0037
O  0.0183  -0.0001  0.0138
O  -0.0005  -0.019  -0.0046
O  0.0063  -0.0099  -0.0158
O  0.0035  0.0077  -0.0016
O  -0.0251  -0.0042  -0.0107
O  -0.0032  -0.0149  0.013
O  -0.013  0.0148  0.0117
O  -0.0188  -0.0038  0.016
O  0.002  0.0029  -0.0031
O  -0.0013  0.0057  -0.0072
O  -0.0144  -0.0137  -0.0007
O  -0.0003  0.0141  -0.0301
O  0.0051  0.0094  -0.01
O  0.0144  -0.0065  -0.0166
O  0.0043  0.0156  0.0096
O  -0.0004  -0.0103  -0.0068

The program warned: the cutoff lies below the one the program advises for these potential files; the exchange-correlation potential is rough where the density is thin.
